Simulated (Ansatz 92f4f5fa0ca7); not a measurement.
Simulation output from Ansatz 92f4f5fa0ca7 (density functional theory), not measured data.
Periodic cell of 234 atoms, Si141O87P6, from a study of silicon, its oxide and their interface. The atomic structure is a simulated model.
Doubt: the cutoff is low for norm-conserving oxygen, so forces and energies are approximate.
Doubt: the program's own warning below bears on the result.

Settings: functional HSE06; potential files SPMS norm-conserving; basis plane waves; wave-function cutoff 800 eV; density cutoff ratio 4; exchange-correlation grid ratio 1; k mesh 1 x 1 x 1, Gamma-centred; occupations fixed; spin none; net charge 0.

Cell vectors (angstrom)
a  11.6015  0  0
b  0  10.938  0
c  0  0  31.5447

Atoms: element, x, y, z (angstrom)
Si  0.0736  0.0581  22.8475
Si  3.8847  0.1015  22.9278
Si  7.5986  -0.0267  22.8627
P  1.9649  1.3993  22.695
Si  5.8257  1.4853  22.9145
Si  9.6594  1.3528  22.7894
Si  0.0273  5.6194  23.0879
P  3.7934  5.4453  22.7836
Si  7.8767  5.6756  22.9188
P  1.9988  6.8375  22.7938
Si  5.7042  6.8139  22.7905
Si  9.7767  7.1558  22.9509
Si  1.9736  2.6613  24.6722
Si  5.8258  2.9284  24.7514
Si  9.6308  2.7411  24.7675
Si  11.6291  4.0487  24.8392
Si  3.8392  4.1964  24.7153
Si  7.779  4.2458  24.831
Si  1.935  8.1174  24.7369
Si  5.8102  8.1872  24.7572
Si  9.6907  8.3603  24.9088
Si  11.6667  9.6108  24.7812
Si  3.855  9.5407  24.7728
Si  7.7191  9.6046  24.8253
Si  11.6422  0.0328  26.7151
Si  3.8771  -0.0015  26.6978
Si  7.7101  0.0527  26.7293
Si  1.9695  1.3889  26.688
Si  5.7857  1.429  26.6563
Si  9.6733  1.37  26.7044
Si  11.6214  5.4508  26.7384
Si  3.8483  5.4681  26.7102
Si  7.7438  5.5286  26.7751
Si  1.9334  6.8335  26.7172
Si  5.785  6.8386  26.7067
Si  9.6977  6.841  26.7265
Si  1.9336  2.7345  28.6454
Si  5.8008  2.7345  28.6454
Si  9.6679  2.7345  28.6454
Si  0  4.1018  28.6454
Si  3.8672  4.1018  28.6454
Si  7.7343  4.1018  28.6454
Si  1.9336  8.2035  28.6454
Si  5.8008  8.2035  28.6454
Si  9.6679  8.2035  28.6454
Si  0  9.5708  28.6454
Si  3.8672  9.5708  28.6454
Si  7.7343  9.5708  28.6454
Si  0  0  30.579
Si  3.8672  0  30.579
Si  7.7343  0  30.579
Si  1.9336  1.3673  30.579
Si  5.8008  1.3673  30.579
Si  9.6679  1.3673  30.579
Si  0  5.469  30.579
Si  3.8672  5.469  30.579
Si  7.7343  5.469  30.579
Si  1.9336  6.8362  30.579
Si  5.8008  6.8362  30.579
Si  9.6679  6.8362  30.579
Si  1.9336  2.7345  0.9679
Si  5.8008  2.7345  0.9679
Si  9.6679  2.7345  0.9679
Si  0  4.1018  0.9679
Si  3.8672  4.1018  0.9679
Si  7.7343  4.1018  0.9679
Si  1.9336  8.2035  0.9679
Si  5.8008  8.2035  0.9679
Si  9.6679  8.2035  0.9679
Si  0  9.5708  0.9679
Si  3.8672  9.5708  0.9679
Si  7.7343  9.5708  0.9679
Si  11.5856  -0.0012  2.9069
Si  3.8715  0.0282  2.8823
Si  7.7394  -0.0117  2.9034
Si  1.9321  1.3765  2.9495
Si  5.816  1.3747  2.8933
Si  9.653  1.3591  2.8928
Si  11.5695  5.4331  2.9022
Si  3.8663  5.4817  2.8691
Si  7.729  5.4086  2.9694
Si  1.9073  6.7864  2.8497
Si  5.8224  6.8159  2.9038
Si  9.6268  6.7982  2.8961
Si  1.9698  2.7252  4.9392
Si  5.7956  2.7676  4.8092
Si  9.6403  2.6394  4.8731
Si  11.5848  4.0127  4.8091
Si  3.8662  4.1656  4.814
Si  7.7527  4.1013  5.0073
Si  1.9136  8.1791  4.7285
Si  5.7966  8.2148  4.818
Si  9.6009  8.0999  4.8602
Si  11.5261  9.4644  4.7663
Si  3.8393  9.5194  4.7426
Si  7.7186  9.6124  4.8728
Si  11.4189  -0.0626  6.6303
Si  3.8918  -0.1719  6.7236
P  7.7645  -0.0229  6.7861
Si  1.8573  1.144  6.7754
Si  5.8095  1.2568  6.6144
P  9.5711  1.3422  6.7779
Si  11.5732  5.4996  6.6125
Si  3.9029  5.5616  6.7531
Si  7.836  5.6119  6.9453
Si  1.8737  6.921  6.7046
Si  5.8739  6.9636  6.8299
P  9.7286  6.896  6.8291
O  0.1282  4.4876  7.9389
O  -0.1916  10.0431  8.0761
O  7.8657  5.0021  8.506
O  1.6271  8.0993  7.8707
O  3.8962  4.3226  7.8836
O  5.663  2.2298  7.9584
O  5.9656  8.0448  8.124
O  1.588  1.5845  8.3602
O  3.9728  9.8022  8.0917
O  5.5282  7.7709  21.4313
O  11.6712  10.0696  21.4583
O  9.8751  8.0783  21.5522
O  4.2431  10.1287  21.5593
O  9.7841  2.3744  21.4649
O  6.0226  2.067  21.3559
O  11.2229  4.5867  21.8412
O  6.995  9.9775  21.5755
O  8.3842  4.5677  21.773
Si  9.2378  4.9344  18.3107
Si  7.6906  9.349  13.3465
Si  2.0542  2.0777  9.8363
Si  1.1347  8.1666  18.3627
Si  9.4881  5.2706  14.4709
Si  4.7153  3.2539  8.8051
Si  6.7584  5.0202  15.4612
Si  1.9912  1.8999  15.2408
Si  0.6372  4.7281  9.4695
Si  10.6632  6.9242  10.7273
Si  0.6857  8.9405  8.8998
Si  8.1148  6.6056  11.9988
Si  1.1792  6.7294  12.6954
Si  4.0762  1.6882  13.1299
Si  6.3972  1.9611  19.7736
Si  1.4611  10.4259  11.4693
Si  10.7052  9.0911  20.5595
Si  3.4988  6.1692  17.9969
Si  11.2985  6.2916  16.4799
Si  4.3614  6.6284  14.9212
Si  6.8978  2.2125  14.1958
Si  3.2073  4.7266  12.7132
Si  10.0836  11.0806  12.3288
Si  10.6238  2.4632  17.5474
Si  2.3014  10.3771  16.8435
Si  4.8079  8.7656  9.0391
Si  5.7565  10.8014  11.358
Si  2.573  8.809  14.0432
Si  5.5824  9.3519  20.984
Si  5.1938  10.6286  18.2101
Si  7.2396  4.5212  9.9458
Si  6.2389  4.8512  18.3795
Si  9.0743  0.3106  18.8128
Si  2.9964  6.5046  10.4464
Si  9.8242  3.9931  21.2302
Si  10.7639  2.3071  14.5712
Si  8.0043  1.8199  11.2205
Si  1.6395  4.0111  17.1366
Si  7.5548  10.7844  16.128
O  0.475  7.615  16.9721
O  10.0319  3.7394  14.348
O  2.3355  9.7955  12.7309
O  7.7207  9.6292  14.9663
O  11.4955  10.4153  11.904
O  1.0974  3.353  10.197
O  5.5364  9.4767  19.344
O  7.7271  5.5418  18.5278
O  0.7611  2.4734  14.3467
O  7.1151  5.6793  11.1035
O  6.316  3.5116  19.2867
O  5.26  1.1484  18.9394
O  1.932  5.7476  9.4502
O  3.7198  6.6117  16.4291
O  10.9786  5.3882  10.2626
O  3.5476  3.1475  12.6167
O  10.1886  6.0668  17.6532
O  10.2519  1.1333  13.5966
O  7.5692  1.3394  15.4106
O  9.9118  4.4706  19.7037
O  2.1385  7.37  11.5226
O  7.8173  1.1576  19.4848
O  6.45  10.1728  12.6898
O  8.3194  5.4406  15.6068
O  9.5998  9.9895  19.7278
O  9.3851  3.5515  17.4425
O  2.5825  3.1705  16.0884
O  3.6356  2.4514  9.7134
O  10.6071  6.3462  14.9969
O  0.0773  8.1673  19.6115
O  5.3755  1.718  14.0803
O  6.169  10.4949  16.9191
O  3.8159  5.4106  11.3458
O  3.9398  7.4905  9.5907
O  7.7126  2.026  12.8101
O  1.6031  0.83  16.4025
O  3.8421  5.3386  14.072
O  4.9746  5.8721  18.7077
O  4.041  8.0337  14.119
O  5.972  6.3821  15.0248
O  1.3864  9.7285  18.0133
O  7.4539  7.7874  12.9074
O  8.696  10.7104  17.3037
O  0.5027  3.0982  17.8906
O  5.3712  9.6133  10.3118
O  3.7354  10.5224  17.5534
O  11.2676  7.0405  12.2399
O  1.8637  1.0283  11.0735
O  2.9604  1.1513  14.1802
O  1.6295  9.6278  10.0481
O  8.9345  5.6199  12.9948
O  10.5613  1.7623  16.0843
O  11.2433  7.9646  9.6514
O  4.4405  0.6874  11.8884
O  1.5952  5.1371  12.7899
O  9.1125  9.8395  12.7281
O  2.546  7.3417  18.6805
O  6.0914  4.4116  16.8134
O  2.4038  9.5243  15.4717
O  6.7774  3.8203  14.3771
O  9.4225  1.0082  11.0993
O  0.7856  5.1008  16.2916
O  1.4698  7.5922  14.0361
O  10.3322  1.3406  18.6793
O  8.1317  3.244  10.4507
O  6.7834  0.9044  10.6127
O  5.7002  4.0661  9.7837
O  2.6582  4.7655  18.1557
O  9.0916  7.2532  10.8655

Results
free energy: -56063.382 eV
free energy less fixed offsets of O -447.96, P -185.95, Si -113.29 eV per atom: -1.272 eV
gap between the highest filled and lowest empty level on this k mesh: 1.507 eV

The program warned: the cutoff lies below the one the program advises for these potential files; the model core charge is not resolved on the grid; the forces do not sum to zero within the program's tolerance; the exchange-correlation potential is rough where the density is thin.
